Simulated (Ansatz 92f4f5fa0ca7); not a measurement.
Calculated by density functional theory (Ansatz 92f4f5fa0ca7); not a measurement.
Periodic cell of 179 atoms, Si99O80, from a study of silicon, its oxide and their interface. The atomic structure is a simulated model.

Settings: functional PBE; potential files Ansatz PAW; basis plane waves; wave-function cutoff 700 eV; density cutoff ratio 5; exchange-correlation grid ratio 2; k mesh 2 x 2 x 1, shifted by 0.5 0.5 0.5 of a step; self-consistency stop 5e-08 eV per atom in the density residual; occupations Fermi-Dirac, 0.05 eV; spin none; net charge 0.

Cell vectors (angstrom)
a 11.5983 0 0
b 0 11.5983 0
c 3.9994 2.2293 23.7909

Atoms and the computed forces on them: element, x, y, z (angstrom), force x, y, z (eV/angstrom)
Si -2.8361 6.6465 -0.5529 0.4927 -0.5571 0.026
Si 8.5914 1.5797 -1.6904 0.4512 -0.2356 -0.271
Si 8.6629 5.2183 1.3953 -0.1429 -0.1116 -0.0809
Si 2.485 8.4603 -0.4913 -0.2248 -0.563 0.0113
Si 1.732 1.105 -1.8944 -0.3818 -0.0125 -0.2513
Si 2.4703 5.7611 0.4346 0.0053 -0.2337 -0.0463
Si 4.8335 7.8255 -0.3461 0.1452 -0.0684 -0.3272
Si 4.521 1.9855 -1.0364 -0.0271 0.1761 -0.0248
Si 8.3253 10.3273 -2.5503 0.0508 -0.0979 -0.182
Si 1.3277 9.1702 1.48 -0.0787 0.2013 -0.0014
Si 2.0655 2.8309 0.4893 -0.4722 0.1873 0.6096
Si 8.7591 8.831 0.1605 0.0111 0.2993 -0.0889
Si 6.4148 8.83 1.2085 -0.1177 -0.0351 0.2541
Si 6.3133 1.0933 1.3461 -0.2816 0.0025 0.035
Si 6.2677 5.0293 1.7084 0.1695 0.0774 0.2806
Si 10.3884 9.0188 1.7435 0.1099 -0.011 -0.1006
Si 8.7353 1.1857 1.2992 0.2778 -0.0968 -0.1745
Si 4.8948 5.3914 -0.1347 -0.0823 0.2986 0.1279
Si 1.8854 -0.4026 2.7469 -0.1347 0.0449 0.0318
Si 1.8508 2.1077 2.6809 0.1412 -0.0824 0.0939
Si 1.988 7.0651 2.4924 -0.012 -0.0632 0.1188
Si 5.8915 -0.8298 2.6355 0.0983 -0.2937 0.1258
Si 5.8163 2.9549 2.7721 0.3026 0.147 0.1486
Si 5.9704 7.0467 2.8438 0.2197 0.0225 0.1861
Si 9.5737 -0.6127 2.7125 0.0686 0.1734 0.0651
Si 9.3864 3.105 2.5157 -0.1023 0.324 0.0853
Si 9.577 6.9871 2.7606 -0.2244 -0.0907 0.0402
Si -0.0685 -0.7018 4.0104 0.0285 0.1258 0.2138
Si -0.1442 2.9134 3.7308 -0.0098 -0.0527 -0.107
Si 0.0273 6.7689 3.8371 -0.028 -0.1064 0.0141
Si 3.8789 -0.7399 3.9768 0.1144 -0.0389 0.043
Si 3.7851 2.8869 3.9753 -0.1124 -0.0296 -0.0227
Si 3.8577 6.931 3.9682 0.2817 0.0894 0.0667
Si 7.7447 -0.845 4.2072 -0.1049 0.124 0.094
Si 7.7213 3.0298 4.2733 -0.2403 -0.2349 0.04
Si 7.8084 7.0237 4.3544 -0.15 0.0554 0.0142
Si -0.1593 8.782 5.1311 -0.0802 0.0726 -0.0134
Si -0.0675 1.1895 5.3307 0.2753 -0.1257 0.1773
Si 11.5788 4.8243 5.1228 -0.0306 0.0678 -0.0354
Si 3.8248 8.8994 5.2517 0.1272 0.1415 -0.0672
Si 3.9921 1.1345 5.5483 0.0025 0.0369 0.0019
Si 3.7974 4.8745 5.3254 0.2307 -0.1605 -0.1004
Si 7.8117 8.9207 5.7313 0.0405 -0.0097 0.0589
Si 7.7574 1.0358 5.7095 0.0916 0.2205 -0.1633
Si 7.7069 5.0092 5.6409 0.0385 -0.0367 -0.0263
Si 1.7795 8.8532 6.3903 0.0869 0.0847 -0.0659
Si 1.9045 1.2306 6.6955 -0.2529 0.1122 0.02
Si 1.7963 4.9006 6.5844 -0.0274 0.1209 0.17
Si 5.6628 8.9933 6.7482 0.05 0.2583 -0.3645
Si 5.8273 1.1672 7.1673 0.0112 -0.0548 -0.3196
Si 5.6513 4.9245 6.9292 -0.0389 -0.1071 -0.4314
Si 9.8708 8.809 7.0175 -0.1323 0.0005 -0.3443
Si 9.8446 0.9906 6.9102 -0.0582 0.0134 0.0042
Si 9.8338 4.9077 6.7498 -0.0421 -0.1905 -0.1203
Si 3.1476 -1.4636 9.196 -0.2316 0.6372 0.2641
Si 1.2357 3.1136 8.06 0.6722 0.0378 0.077
Si 12.917 6.9362 7.7209 0.267 0.0579 0.1688
Si 5.36 -0.8782 8.3449 -0.2127 -0.011 -0.1353
Si 3.3088 3.2064 10.4906 -0.2629 -0.0292 0.0111
Si 4.9491 7.0455 7.7159 -0.4138 -0.0219 0.4211
Si 10.7125 -0.8702 8.1828 0.1458 0.0255 0.114
Si 10.3896 2.9612 8.041 -0.5233 -0.1078 -0.0444
Si 8.7514 6.153 10.3436 0.1453 0.2158 0.0946
Si 6.5076 10.0522 10.2969 0.016 -0.3516 0.0791
Si 8.0165 3.1694 10.1353 0.1196 -0.1953 -0.0265
Si 10.555 6.7629 8.0523 0.0802 -0.046 0.1342
Si 13.051 10.7707 7.7072 0.0986 -0.1331 0.0597
Si 5.992 3.1368 8.6158 -0.3773 -0.0998 -0.015
Si 16.1547 9.8904 19.3744 0.0879 0.0703 -0.1138
Si 9.5632 -1.0959 11.0548 0.3684 0.0563 0.2223
Si 5.8368 -0.8461 12.4154 -0.2963 0.2116 0.3558
Si 9.2364 7.9991 12.7312 0.1786 -0.0622 0.3978
Si 6.6764 9.9054 17.332 -0.0482 0.0201 0.0593
Si 14.8061 2.4646 16.2636 -0.122 -0.09 0.114
Si 11.7128 7.5532 16.7248 -0.0048 0.033 -0.1263
Si 8.2061 1.1234 12.5695 0.1861 -0.0099 0.2081
Si 14.8632 7.8672 16.2077 -0.1779 -0.4228 0.0397
Si 3.0453 7.7144 9.121 -0.0493 -0.7165 -0.0702
Si 15.5023 10.0781 16.5913 0.1342 0.4083 0.1214
Si 15.0846 4.883 20.4309 0.0242 0.2926 -0.1067
Si 13.6173 11.8572 14.6691 -0.0542 -0.058 0.1901
Si 14.6975 0.3707 11.8576 0.01 -0.2707 0.0209
Si 10.0997 5.857 22.0603 -0.5591 0.1782 -0.2002
Si 14.3112 7.7636 20.8928 0.0826 -0.0501 -0.0182
Si 4.903 7.9074 13.7788 -0.0435 -0.0658 0.137
Si 5.9657 11.9036 21.3267 0.0934 -0.0571 -0.5463
Si 10.1707 13.0432 17.4427 -0.0296 0.0029 -0.0222
Si 10.6066 9.9918 21.1704 -0.1456 -0.0999 -0.1263
Si 11.2769 7.5712 19.7543 0.3192 0.2324 -0.2503
Si 7.5893 7.9405 15.2185 0.108 -0.0276 0.149
Si 11.5711 10.6919 16.5436 -0.0389 0.0817 -0.0561
Si 8.7999 3.0599 15.082 0.0185 0.0717 0.225
Si 6.0859 2.9976 16.7712 0.0742 -0.0078 -0.0468
Si 4.2086 5.9586 11.3723 0.045 0.2154 0.0027
Si 9.8237 6.0346 14.843 -0.019 0.0379 0.0623
Si 3.9971 5.0516 17.3299 -0.0875 0.0931 0.0309
Si 6.1989 7.0277 9.5795 -0.4631 -0.0367 -0.6965
Si 12.9964 12.587 18.3284 0.0204 0.0147 -0.1646
Si 7.5563 12.5833 18.6998 -0.0205 -0.0397 -0.0288
O 9.3412 1.2446 -0.2706 -0.3191 0.0135 0.1324
O 1.2559 1.7628 -0.466 0.1435 0.031 -0.0975
O 3.3713 1.2921 -2.011 0.2023 -0.0881 0.037
O 14.0949 8.4886 22.3319 -0.1577 0.137 0.0167
O 5.4499 0.968 -0.1275 0.2427 -0.1474 0.3029
O 7.8037 11.8544 -2.2784 -0.0823 0.1943 0.1622
O 1.5329 4.3854 0.3073 0.1365 -0.0055 -0.041
O 3.5363 4.4763 11.5188 0.0267 -0.083 -0.0961
O 8.1556 -1.3802 10.2799 -0.3419 -0.1952 -0.1711
O 14.521 1.9001 11.3697 0.0393 0.1245 -0.0574
O 4.6562 2.9548 9.6089 0.2296 0.0188 -0.0614
O 10.6482 -0.8589 9.8636 -0.0961 -0.0438 -0.2037
O 2.0273 3.4409 9.5004 -0.1014 0.0556 -0.08
O 9.4288 2.7381 9.404 -0.0581 0.1382 0.1863
O 10.2288 6.4004 9.6844 0.0429 0.0381 -0.1042
O 13.6442 0.0606 13.0631 0.0656 0.0404 -0.0959
O -4.1444 6.8021 -1.5667 -0.2732 0.005 -0.227
O 9.0939 13.1199 18.6626 -0.0107 -0.0087 0.0265
O 10.7026 9.1177 19.7928 -0.0756 -0.0248 0.1025
O 10.1691 6.8685 13.4656 -0.0587 0.0409 -0.0852
O 5.1023 7.9396 -2.0229 0.2174 0.1426 0.0895
O 4.7085 6.6697 12.7436 -0.0644 -0.068 -0.0872
O 11.239 7.1151 18.2074 -0.0723 -0.0256 0.1573
O 14.6306 4.0955 16.3879 0.0757 -0.0405 -0.0266
O 5.3378 13.3494 21.8102 0.0775 0.0781 0.1423
O 0.8974 1.8889 -3.0618 0.1581 -0.1636 0.1957
O 9.0529 9.7982 -1.1946 -0.0811 -0.2094 0.3208
O 13.3076 12.5352 19.9302 -0.0229 -0.0132 0.0844
O 11.1187 11.5132 20.9048 -0.0222 -0.1006 0.0785
O 15.1142 6.3674 21.1083 -0.0083 -0.053 0.0395
O 3.656 2.8557 0.0853 0.2238 -0.2945 -0.3227
O 7.6719 2.0971 11.3493 -0.0594 0.1791 -0.2244
O 9.4619 0.2377 11.9939 -0.0296 0.0055 -0.0308
O 5.3027 9.3796 13.185 0.1123 0.1245 -0.1905
O 8.7033 2.0444 13.8166 -0.0457 -0.0824 -0.2087
O 4.6027 0.2223 12.4459 0.1359 0.0094 -0.0045
O 15.0704 7.9333 14.5765 0.131 0.087 -0.1342
O 8.2528 8.6498 13.8843 0.0422 -0.0287 -0.2264
O 2.8629 -0.7219 10.6746 0.0985 -0.2184 -0.0712
O 7.4764 11.235 17.7866 0.0177 0.0334 -0.0225
O 14.9511 5.0323 18.8218 -0.0085 -0.0851 0.108
O 10.0208 9.2281 12.0025 -0.1163 0.1437 -0.2219
O 8.3675 4.6385 10.7941 0.0621 -0.038 0.0951
O 12.1518 11.315 15.1433 0.074 0.0171 -0.0941
O 6.6031 2.1377 18.0555 -0.0439 0.0046 0.0243
O 6.0718 8.4435 10.3858 0.3974 0.2175 0.2098
O 15.3493 10.6311 18.1487 -0.0285 -0.1123 -0.086
O 6.0682 7.5083 14.8568 -0.0451 0.0128 -0.113
O 7.6732 8.8655 16.5676 -0.1176 0.038 -0.0174
O 14.2692 1.7281 17.6297 -0.0378 -0.001 0.0722
O 11.2431 9.1012 16.4059 0.0444 -0.0326 0.0088
O 5.578 5.7943 10.4796 0.0992 -0.0584 0.2859
O 4.8232 2.1899 16.0832 -0.0188 0.0424 -0.0096
O 5.5087 10.2741 16.241 -0.1088 -0.1076 0.0062
O 3.1465 6.9414 10.6061 0.1021 0.2133 -0.0812
O 7.7274 6.6178 9.1517 0.0063 0.0555 0.1852
O 10.199 11.5017 16.8771 0.0695 0.0468 0.0334
O 5.9398 9.2876 18.6845 -0.01 0.0017 0.0456
O 15.2452 8.6872 19.9435 -0.0742 0.0092 -0.0436
O 11.6396 13.4727 18.0193 0.0016 -0.0574 0.0485
O 7.0651 0.0542 13.085 -0.0448 -0.109 -0.1135
O 9.7603 2.4491 16.2419 -0.0326 0.0216 -0.0739
O 7.5398 2.8171 -1.448 -0.1535 0.425 -0.0124
O 4.8436 10.9921 20.5346 0.06 0.1292 0.1821
O 13.9244 1.8386 15.0351 0.0314 -0.018 -0.134
O 10.2647 6.5881 20.5909 0.2245 -0.1997 0.1792
O 11.0973 6.3778 15.7853 0.0397 -0.0055 0.0212
O 9.7671 1.8965 -2.7809 -0.2007 -0.0585 0.1533
O 7.1541 12.2637 20.2412 -0.0771 0.0075 0.1289
O 8.4359 7.1446 11.6022 -0.081 -0.139 -0.184
O 8.4605 6.6068 15.5397 -0.0138 0.0396 -0.0213
O 12.6699 11.0748 17.7215 -0.0206 0.0241 0.0745
O 1.8817 6.8512 -0.6881 0.2675 0.375 -0.0916
O 5.5127 4.4322 17.3142 0.0302 -0.0644 -0.0218
O 14.7357 10.9893 15.4818 0.0465 -0.1327 0.0238
O 9.5367 4.449 14.6041 -0.0235 -0.0654 -0.0656
O 7.2944 3.2725 15.7035 0.0147 -0.0293 -0.0573
O 12.8451 7.4845 20.2266 -0.1813 -0.0756 -0.0508
O 15.6994 6.5924 16.8258 -0.0553 0.1311 -0.0419
O 13.3148 7.5219 16.5526 0.0373 0.0698 0.0505

Results
free energy: -108441.513 eV
free energy less fixed offsets of O -569.03, Si -635.61 eV per atom: 6.277 eV
pressure: -0.94 GPa
stress xx, yy, zz, yz, xz, xy (GPa, positive in tension): 1.14, 1.62, 0.05, -0.15, -0.24, 0.57

The program warned: the cutoff lies below the one the program advises for these potential files.
